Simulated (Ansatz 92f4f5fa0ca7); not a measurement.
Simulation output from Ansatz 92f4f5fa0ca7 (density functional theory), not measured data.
Periodic cell of 192 atoms, Si128O64, from a study of silicon, its oxide and their interface. The atomic structure is a simulated model.

Settings
functional: r2SCAN
potential files: Ansatz norm-conserving
basis: plane waves
wave-function cutoff: 1300 eV
density cutoff ratio: 4
exchange-correlation grid ratio: 1
k mesh: 2 x 2 x 1, shifted by 0.5 0.5 0.5 of a step
self-consistency stop: 5e-08 eV per atom in the density residual
occupations: Fermi-Dirac, 0.05 eV
spin: none
net charge: 0

Cell vectors (angstrom)
a 10.888 0 0
b 0 10.888 0
c 0 0 28.6594

Atoms: element, x, y, z (angstrom)
Si -0.5072 0.2784 0.3795
Si 2.68 2.1732 0.2164
Si 0.0318 6.0974 -0.1026
Si 2.9068 7.9082 0.1107
Si 5.2059 0.2501 -0.0467
Si 6.7732 1.3218 1.3568
Si 4.6637 5.2339 -0.2372
Si 8.3939 8.0608 -0.0929
Si 1.2336 1.1548 1.6384
Si 3.7922 3.9011 1.4147
Si 1.3848 6.9402 1.5749
Si 4.1322 9.5086 1.2598
Si 8.5955 1.803 -0.0722
Si 9.8218 4.2548 1.054
Si 6.8819 6.7187 1.1194
Si 9.3403 9.4915 1.5452
Si -0.0234 2.8043 2.7008
Si 2.7655 -0.1456 2.7909
Si -0.043 8.2335 2.8553
Si 2.6168 5.3843 2.8093
Si 5.4378 2.7459 2.6791
Si 7.985 -0.034 2.8424
Si 5.4667 8.0619 2.567
Si 8.291 5.433 2.5482
Si 1.2878 4.0669 4.1798
Si 4.1092 1.3301 4.064
Si 1.3822 9.5012 4.1972
Si 4.0863 6.7758 4.023
Si 6.8684 4.1141 3.9769
Si 9.4553 1.4046 4.0372
Si 6.6945 9.4243 4.1175
Si 9.5185 6.7639 4.0903
Si -0.0143 0.0597 5.4061
Si 2.7299 2.6917 5.4256
Si -0.0442 5.4373 5.5239
Si 2.7454 8.1064 5.4839
Si 5.3998 -0.0419 5.4865
Si 8.1337 2.7398 5.4412
Si 5.4911 5.4499 5.3639
Si 8.1483 8.1325 5.4285
Si 1.3531 1.3663 6.7938
Si 4.117 4.0852 6.7248
Si 1.3663 6.7827 6.8551
Si 4.0532 9.5078 6.8679
Si 6.7943 1.3535 6.8102
Si 9.4855 4.0689 6.8621
Si 6.8042 6.7905 6.788
Si 9.5238 9.5452 6.741
Si 0.0215 2.7087 8.1789
Si 2.6815 0.0226 8.1866
Si -0.0151 8.2131 8.145
Si 2.7848 5.4108 8.1516
Si 5.4333 2.759 8.1471
Si 8.1987 -0.0053 8.1518
Si 5.4785 8.1453 8.1712
Si 8.1297 5.4645 8.1935
Si 1.4264 4.0549 9.5098
Si 4.0581 1.4207 9.5064
Si 1.3271 9.5568 9.5463
Si 4.1482 6.7648 9.5306
Si 6.7586 4.1262 9.5536
Si 9.5517 1.3498 9.5417
Si 6.8492 9.5144 9.5137
Si 9.513 6.8503 9.506
Si 0.0092 0.0255 10.9848
Si 2.7704 2.7662 10.9856
Si 0.0433 5.4616 10.7516
Si 2.7649 8.167 10.7776
Si 5.4644 0.045 10.763
Si 8.1657 2.7611 10.8192
Si 5.4564 5.4598 11.0363
Si 8.1705 8.1679 10.9547
Si 1.3988 1.4125 12.344
Si 4.1111 4.1089 12.4661
Si 1.4415 6.7664 12.0821
Si 4.1162 9.5657 12.0752
Si 6.7813 1.4108 12.1316
Si 9.5537 4.1526 12.0964
Si 6.8288 6.8432 12.414
Si 9.5277 9.5204 12.3341
Si -0.0316 2.8637 13.5484
Si 2.8446 -0.0186 13.5518
Si 0.1345 8.0717 13.4679
Si 2.6656 5.5569 13.7174
Si 5.5505 2.6691 13.7316
Si 8.0804 0.0727 13.5434
Si 6.328 10.129 14.8899
Si 8.319 5.4371 13.6512
Si 1.2176 3.4037 16.9825
Si 4.5424 0.8654 14.942
Si 2.2256 10.237 18.1464
Si 3.5872 7.4564 14.8613
Si 7.5042 3.5365 14.8202
Si 9.1487 1.7664 14.7343
Si 5.3944 8.337 13.6126
Si 10.118 6.4232 14.8998
Si -0.8678 1.0528 16.8142
Si 5.8335 2.4608 18.9677
Si 0.861 4.5761 14.9424
Si 5.297 7.2312 17.5221
Si 3.546 1.1892 17.1147
Si 12.6606 -1.7211 14.748
Si 6.2421 8.9904 23.209
Si 11.3667 9.8671 16.6151
Si 19.1312 -10.4285 18.3874
Si -27.4353 13.9868 21.9704
Si -14.6618 0.8829 23.1716
Si -11.8665 18.8282 16.7559
Si -20.2491 21.9397 21.1645
Si -2.5661 -24.9355 21.643
Si -6.2647 3.2887 25.9274
Si 2.1694 14.0577 21.7766
Si -18.4692 19.6716 22.3724
Si -3.7758 4.8009 17.6856
Si -7.8861 6.5701 24.2126
Si -9.0718 -14.1257 26.7338
Si -21.1001 -28.3372 24.149
Si 9.3012 32.5112 21.3978
Si 11.0859 -0.6518 26.0741
Si 12.1803 5.2351 19.5941
Si -15.9854 5.1719 23.7188
Si 8.8815 -4.8078 24.0659
Si 12.6107 -8.7447 25.983
Si -4.1315 1.0859 26.3281
Si 19.3654 8.7079 25.534
Si 25.0728 18.5345 19.4661
Si -3.7227 9.5831 17.0463
Si 9.3987 -4.7111 19.2374
O -13.3319 -14.6705 -8.4974
O -0.0093 0.0519 -7.0411
O -1.7773 6.7093 -6.0589
O 1.9691 -9.1878 -7.4816
O -2.4125 -27.5996 -10.1478
O 9.6417 -1.0155 -3.3102
O -14.6365 0.7764 -3.8652
O 4.5665 -4.6472 -4.8045
O -14.3639 14.7591 -12.2445
O 16.2088 -8.3761 -8.1773
O -9.9315 3.4726 -5.8598
O -5.0545 -6.2919 -6.4668
O -4.9399 8.7076 -10.9512
O -12.7999 -1.6932 -6.8925
O 8.0172 8.7058 -1.5562
O 8.1647 -9.5026 -1.5941
O -6.9606 12.1407 28.3276
O 20.9597 -16.7952 24.2268
O -11.6645 -3.749 18.1529
O -23.5768 -3.6414 25.1734
O -15.761 4.0067 18.5511
O -26.7365 -0.0733 27.1558
O -3.7428 -1.9981 24.5797
O -28.7097 -15.0949 28.4058
O 12.5349 -11.1684 19.6236
O -19.3171 -11.6227 22.1561
O -8.8804 28.4595 19.555
O 11.7762 -15.4564 27.1409
O -15.5458 -5.2937 28.7296
O -6.261 -1.9466 23.3157
O 6.4954 27.9805 17.1981
O 23.1306 26.2914 18.1471
O -1.2754 7.023 28.2759
O 10.6211 -16.3262 20.018
O 23.7072 16.2436 24.2069
O -2.4814 30.3438 16.7065
O 18.1296 12.587 18.7437
O 6.7804 18.749 22.1617
O -3.5755 16.4673 24.1645
O 9.0084 3.381 28.5757
O -4.4388 10.4445 22.5598
O 22.8184 -2.0308 25.9671
O 15.0729 28.9034 16.3524
O 4.3687 4.4677 27.0141
O 0.0008 -8.5167 17.3459
O -7.9142 -3.7158 25.7064
O 14.1718 2.4277 25.5397
O 16.6918 -8.5218 26.5018
O -0.0408 10.4827 27.6356
O 2.4397 29.4263 23.1352
O -8.3312 13.3716 16.8881
O -2.326 0.8985 22.4175
O -17.0475 1.664 18.1221
O -18.0804 8.2485 20.9018
O -16.5041 14.8459 24.633
O -10.1349 14.1523 25.3582
O 8.8929 21.8132 19.8347
O 3.6637 24.9403 22.4094
O 15.4569 -4.0634 18.9014
O -9.1635 2.4499 27.5772
O 17.0608 13.0137 22.8409
O 46.5974 19.733 18.3962
O 23.8666 -17.4775 20.628
O -20.6845 0.661 25.5918

Results
free energy: -44809.835 eV
free energy less fixed offsets of O -463.61, Si -117.95 eV per atom: -41.195 eV
pressure: -0.68 GPa
stress xx, yy, zz, yz, xz, xy (GPa, positive in tension): 1.66, 0.45, -0.09, 0.51, 0.47, -0.12

Forces (eV/angstrom), in the order of the atoms: element, x, y, z
Si -0.0595 -0.0023 0.0994
Si 0.0168 -0.0052 0.1459
Si 0.0479 -0.1126 0.0835
Si 0.0244 0.0675 0.0473
Si -0.0227 0.0306 0.1853
Si -0.021 0.011 -0.0257
Si 0.0321 0.0444 0.0971
Si 0.0106 -0.0183 0.178
Si -0.0188 0.013 0.0109
Si 0.0349 0.0022 -0.0204
Si -0.0464 0.003 -0.0319
Si -0.0729 -0.0837 -0.0141
Si -0.0548 -0.0135 0.0779
Si 0.0842 0.0778 0.0231
Si 0.0292 0.0317 -0.0223
Si -0.0039 -0.0543 0.0013
Si -0.0102 -0.0342 -0.0571
Si 0.0536 -0.033 -0.0003
Si 0.0086 0.0104 0.0139
Si -0.002 0.0042 0.0027
Si -0.026 -0.0224 0.0117
Si 0.0014 0.0077 -0.027
Si 0.0133 0.0118 0.0175
Si 0.0499 0.0454 -0.0053
Si 0.0121 -0.0099 0.0214
Si 0.0188 0.0036 0.0065
Si -0.0269 0.0024 -0.0115
Si -0.0093 0.0138 0.0145
Si -0.0401 0.0088 -0.0342
Si 0.0218 -0.0069 0.0347
Si -0.0006 -0.0235 -0.0076
Si -0.0091 0.0131 -0.0198
Si 0.0106 0.0081 -0.0132
Si -0.0156 -0.0015 -0.014
Si -0.0121 0.0012 -0.0046
Si -0.0276 -0.0079 0.0058
Si -0.0049 -0.0032 -0.0094
Si 0.03 -0.0085 -0.0076
Si -0.0025 0.0235 0.0091
Si 0.0183 0.0061 0.007
Si -0.0238 -0.0024 -0.0009
Si -0.0005 0.0059 0.0049
Si 0.0231 0.0162 0.0134
Si -0.0094 -0.0075 -0.0001
Si 0.005 -0.0157 0.0093
Si 0.0082 0.0054 0.0024
Si -0.0038 0.0198 -0.0109
Si 0.0056 -0.0005 -0.0013
Si 0.0102 0.0085 -0.0041
Si -0.0042 -0.0144 -0.0017
Si 0.0182 -0.0057 -0.0006
Si -0.0269 0.0053 -0.0056
Si -0.0148 -0.0166 -0.0132
Si 0.0064 0.0063 -0.0133
Si -0.0066 0.009 -0.0022
Si 0.016 -0.0102 -0.008
Si 0.0183 -0.0367 0.0009
Si -0.0192 0.0146 0.0015
Si -0.0216 0.0385 0.0053
Si 0.0056 -0.0028 -0.0059
Si 0.0071 0.0115 -0.0091
Si 0.034 -0.0258 0.0071
Si 0.0122 -0.0058 -0.0101
Si -0.0345 0.0141 0.0038
Si -0.0094 0.0008 -0.0105
Si -0.0116 0.0005 -0.0079
Si 0.0295 -0.003 -0.0168
Si -0.0025 -0.0186 -0.0041
Si -0.0076 0.0024 -0.0035
Si -0.013 0.0038 -0.0302
Si -0.0091 -0.0092 -0.0184
Si 0.0206 0.0259 -0.0011
Si 0.0205 -0.0035 -0.0232
Si -0.0249 -0.0049 -0.0145
Si 0.0032 0.0046 0.034
Si 0.0059 0.077 0.0282
Si 0.0317 -0.034 0.0551
Si -0.0058 -0.0064 0.0073
Si 0.03 -0.0039 -0.0275
Si -0.0201 -0.0287 -0.0244
Si 0.008 -0.042 -0.0023
Si -0.0479 -0.0413 -0.0494
Si -0.0187 0.0568 0.0002
Si -0.0283 0.0094 0.053
Si 0.008 0.0044 0.0308
Si 0.0679 -0.0238 0.0076
Si -0.0064 0.0913 -0.0089
Si 0.0147 0.0101 0.0389
Si 0.0254 0.1074 -0.1695
Si -0.0049 -0.0736 0.0004
Si -0.2005 -0.0382 -0.0435
Si -0.0459 0.0133 -0.0528
Si 0.0338 -0.068 -0.1274
Si -0.0869 0.0484 -0.0372
Si -0.0396 0.0029 0.0166
Si 0.044 -0.0365 -0.0311
Si -0.0877 0.0607 -0.006
Si -0.0338 -0.0024 -0.0918
Si 0.0004 -0.0093 -0.0343
Si -0.0379 0.0144 -0.1254
Si 0.0283 0.0457 -0.1768
Si 0.0547 0.0308 -0.0012
Si -0.0008 0.0003 0.0376
Si 0.0288 -0.0404 0.1023
Si 0.1427 -0.0493 -0.0222
Si -0.0067 0.0086 -0.006
Si -0.0047 0.0118 0.0319
Si -0.0099 0.0818 -0.0979
Si 0.0129 -0.0167 -0.0171
Si 0.0073 -0.0048 -0.0112
Si -0.0166 0.0332 0.0899
Si 0.025 0.0109 -0.0372
Si -0.014 0.0203 -0.0257
Si 0.0139 -0.0201 -0.1832
Si 0.008 0.0325 0.098
Si -0.011 -0.0838 0.126
Si 0.0167 -0.039 0.054
Si 0.0195 0.0345 -0.0422
Si 0.0256 0.0212 0.0426
Si 0.0298 -0.0118 -0.1261
Si 0.0214 -0.0096 0.0186
Si -0.0267 0.0109 0.0308
Si 0.0283 0.0302 0.1294
Si -0.0048 -0.0286 0.1274
Si -0.0396 0.0114 0.0968
Si 0.0157 0.0068 -0.0384
Si -0.0225 0.0053 -0.1531
Si 0.0175 -0.0086 -0.141
O -0.0088 0.0006 0.0345
O -0.0135 -0.0042 0.0165
O 0.0085 -0.0089 0.0084
O -0.0261 0.0008 0.0061
O 0.0219 0.0116 0.0724
O -0.0183 -0.0001 -0.0347
O 0.0272 -0.0038 -0.0559
O -0.0014 0.0044 -0.0055
O 0.0157 0.0861 0.1752
O 0.0074 -0.0092 0.0344
O -0.0287 -0.0068 0.0001
O -0.0028 -0.0217 0.0061
O 0.0444 -0.025 0.0632
O 0.0054 -0.0133 0.0013
O 0.0234 0.0227 -0.1649
O 0.0022 -0.0372 -0.0661
O -0.0216 -0.0034 -0.0523
O -0.0028 0.0052 -0.0142
O -0.0208 0.0004 0.134
O 0.0267 -0.0288 -0.0018
O -0.0229 0.0016 0.0472
O 0.0377 0.0076 -0.1227
O -0.0121 0.008 -0.0421
O 0.021 0.0114 0.0007
O 0.0521 -0.023 0.0411
O 0.0084 -0.0095 0.0128
O -0.0086 -0.0085 0.0323
O -0.0202 0.0598 -0.0754
O -0.0581 -0.0239 -0.0122
O 0.0179 -0.0143 -0.0025
O -0.0034 -0.0209 0.019
O -0.0015 0.0628 0.1423
O -0.0343 0.0427 -0.1197
O -0.0208 -0.0135 0.0564
O 0.0017 -0.0029 -0.0274
O -0.073 0.0011 0.0527
O -0.0063 0.0129 0.0653
O -0.0137 0.0173 -0.0081
O 0.005 0.0159 -0.0163
O 0.011 -0.0376 0.0273
O 0.0074 -0.0089 -0.0284
O -0.0018 0.0154 -0.065
O 0.0853 -0.0172 0.1056
O 0.0197 -0.041 -0.126
O 0.0194 -0.1175 0.0448
O 0.0102 -0.0183 -0.1119
O -0.0149 -0.0136 -0.0417
O 0.0314 -0.0059 -0.0375
O 0.0511 -0.0102 -0.1199
O 0.0029 -0.0041 -0.0205
O -0.0203 -0.0433 0.0676
O -0.013 0.0106 0.006
O -0.0067 0.0028 0.0675
O 0.0018 0.0073 0.0494
O -0.0055 0.0051 -0.0559
O -0.0139 0.0246 -0.05
O -0.0106 0.0137 0.1298
O 0.0149 0.0106 0.0167
O -0.0314 -0.0228 0.0691
O -0.0516 0.0159 -0.1455
O 0.0075 -0.0076 0.0042
O 0.0498 -0.0197 0.0463
O 0.001 -0.0116 0.0484
O -0.021 -0.0003 -0.0306
